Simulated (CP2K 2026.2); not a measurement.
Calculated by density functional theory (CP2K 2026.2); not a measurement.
Periodic cell of 654 atoms, Si398O256, from a study of silicon, its oxide and their interface. The atomic structure is a simulated model.
Doubt: the forces sum to 2.89 eV/angstrom along one axis rather than to zero, so they err by at least 0.0044 eV/angstrom per atom on average; the grid cutoff is modest.

Settings
functional: PBE
method: Gaussian and plane waves
basis set: DZVP-MOLOPT-SR-GTH
pseudopotentials: GTH-PBE
grid cutoff: 350 Ry, relative cutoff 50 Ry
k points: Gamma only
occupations: fixed
spin: none
net charge: 0

Cell vectors (angstrom)
a	16.4025	0	0
b	0	16.4025	0
c	0	0	41.9958

Atoms: element, x, y, z (angstrom)
Si	0.256	15.892	41.927
Si	3.373	2.132	41.732
Si	16.322	5.731	0.209
Si	2.687	8.463	0.475
Si	0.494	10.56	0.139
Si	2.607	13.829	41.81
Si	5.852	0.086	41.868
Si	8.028	3.058	41.458
Si	5.617	5.197	41.659
Si	7.906	8.519	0.055
Si	6.064	11.015	0.168
Si	8.963	15.566	41.251
Si	11.305	0.499	41.086
Si	13.422	3.116	41.977
Si	11.159	5.299	41.744
Si	14.023	7.94	0.069
Si	10.945	10.979	41.867
Si	13.45	13.223	41.681
Si	1.534	1.153	1.107
Si	4.196	3.937	1.122
Si	1.452	6.837	1.597
Si	4.325	9.793	1.487
Si	1.525	12.292	1.351
Si	4.328	14.979	1.117
Si	7.037	1.49	1.247
Si	9.569	4.092	1.069
Si	6.715	6.827	1.184
Si	9.586	9.584	1.293
Si	7.266	12.583	1.537
Si	8.983	14.442	1.366
Si	12.283	1.34	1.128
Si	15.125	4.054	1.341
Si	12.271	6.841	1.216
Si	15.172	9.503	1.404
Si	12.385	12.048	1.387
Si	14.964	14.732	1.095
Si	0.11	2.564	2.522
Si	2.876	16.286	2.571
Si	0.034	8.163	2.861
Si	2.821	5.29	2.635
Si	16.375	13.538	2.616
Si	2.845	11.008	2.793
Si	5.564	2.723	2.621
Si	8.178	16.323	2.629
Si	5.471	8.152	2.706
Si	8.204	5.471	2.516
Si	5.528	13.642	2.688
Si	8.317	10.913	2.791
Si	10.855	2.64	2.503
Si	13.67	16.274	2.431
Si	10.936	8.182	2.618
Si	13.659	5.429	2.641
Si	10.905	13.517	2.589
Si	13.757	10.798	2.762
Si	1.393	3.961	3.957
Si	4.168	1.314	3.977
Si	1.439	9.578	4.112
Si	4.116	6.73	4.027
Si	1.388	14.96	3.938
Si	4.19	12.341	4.128
Si	6.895	4.106	3.985
Si	9.576	1.278	3.973
Si	6.88	9.508	4.053
Si	9.57	6.792	3.958
Si	6.802	15.061	4.063
Si	9.66	12.258	4.146
Si	12.253	4.006	3.933
Si	15.05	1.241	3.853
Si	12.313	9.468	4.06
Si	15.009	6.757	4.106
Si	12.271	14.987	3.887
Si	15.066	12.223	4.085
Si	16.364	16.354	10.859
Si	2.703	2.68	10.846
Si	16.362	5.4	10.848
Si	2.688	8.132	10.843
Si	16.374	10.874	10.845
Si	2.693	13.626	10.847
Si	5.434	16.363	10.849
Si	8.174	2.684	10.836
Si	5.437	5.401	10.85
Si	8.172	8.132	10.858
Si	5.432	10.883	10.857
Si	8.167	13.637	10.853
Si	10.902	16.366	10.839
Si	13.632	2.677	10.847
Si	10.906	5.389	10.854
Si	13.633	8.125	10.845
Si	10.911	10.87	10.86
Si	13.636	13.615	10.845
Si	1.33	1.325	12.216
Si	4.068	4.038	12.221
Si	1.312	6.779	12.222
Si	4.044	9.507	12.203
Si	1.322	12.256	12.21
Si	4.05	15.003	12.213
Si	6.794	1.339	12.209
Si	9.52	4.04	12.221
Si	6.792	6.768	12.216
Si	9.53	9.504	12.221
Si	6.784	12.272	12.214
Si	9.515	15.027	12.214
Si	12.246	1.332	12.216
Si	14.979	4.052	12.223
Si	12.254	6.77	12.224
Si	14.988	9.51	12.206
Si	12.271	12.248	12.217
Si	14.986	14.984	12.213
Si	16.354	2.684	13.572
Si	2.689	16.366	13.593
Si	16.326	8.144	13.592
Si	2.686	5.401	13.573
Si	16.343	13.61	13.58
Si	2.68	10.881	13.568
Si	5.433	2.681	13.606
Si	8.146	16.401	13.599
Si	5.393	8.121	13.558
Si	8.147	5.396	13.591
Si	5.408	13.64	13.584
Si	8.138	10.879	13.556
Si	10.862	2.673	13.602
Si	13.607	16.357	13.558
Si	10.871	8.119	13.6
Si	13.598	5.405	13.609
Si	10.885	13.639	13.541
Si	13.624	10.866	13.592
Si	1.306	4.055	14.936
Si	4.056	1.325	14.98
Si	1.288	9.537	14.933
Si	4.06	6.74	14.944
Si	1.29	15	14.933
Si	4.039	12.253	14.94
Si	6.792	4.047	14.99
Si	9.488	1.356	15.017
Si	6.746	9.501	14.897
Si	9.495	6.747	14.977
Si	6.742	15.055	14.944
Si	9.492	12.292	14.878
Si	12.201	4.048	14.974
Si	14.974	1.312	14.909
Si	12.24	9.495	14.955
Si	14.95	6.785	14.986
Si	12.223	15.011	14.915
Si	14.98	12.247	14.968
Si	16.312	16.364	16.299
Si	2.67	2.709	16.312
Si	16.347	5.409	16.319
Si	2.648	8.115	16.228
Si	16.355	10.903	16.368
Si	2.645	13.626	16.288
Si	5.398	16.384	16.406
Si	8.165	2.772	16.449
Si	5.393	5.367	16.372
Si	8.03	8.083	16.269
Si	5.431	10.884	16.278
Si	8.147	13.691	16.235
Si	10.84	16.314	16.327
Si	13.588	2.641	16.26
Si	10.826	5.38	16.406
Si	13.543	8.111	16.394
Si	10.831	10.911	16.216
Si	13.582	13.653	16.278
Si	1.282	1.347	17.636
Si	3.981	4.043	17.77
Si	1.332	6.79	17.676
Si	4.035	9.446	17.547
Si	1.334	12.307	17.739
Si	3.972	14.95	17.711
Si	6.774	1.404	17.794
Si	9.53	4.105	17.947
Si	6.759	6.707	17.785
Si	9.363	9.565	17.479
Si	6.799	12.342	17.583
Si	9.428	14.998	17.72
Si	12.238	1.275	17.634
Si	14.917	4.028	17.621
Si	12.128	6.743	17.807
Si	14.956	9.504	17.683
Si	12.128	12.326	17.607
Si	14.937	15.009	17.702
Si	16.266	2.662	18.961
Si	2.532	16.348	19.025
Si	16.334	8.112	19.047
Si	2.642	5.448	19.14
Si	16.32	13.702	19.14
Si	2.828	10.873	18.894
Si	5.298	2.686	19.217
Si	8.208	0.057	19.126
Si	5.272	8.085	19.01
Si	8.092	5.47	19.458
Si	5.445	13.608	19.021
Si	8.102	10.928	18.891
Si	11.05	2.617	19.105
Si	13.491	16.333	19.082
Si	10.538	8.191	18.89
Si	13.59	5.285	19.113
Si	10.692	13.574	19.109
Si	13.563	10.985	18.903
Si	1.006	4.222	20.332
Si	4.041	1.001	20.476
Si	1.354	9.631	20.174
Si	4.235	6.557	20.624
Si	0.935	15.408	20.531
Si	4.434	11.888	20.315
Si	6.412	4.193	20.709
Si	9.809	1.303	20.58
Si	6.595	9.644	20.078
Si	8.916	7.545	20.579
Si	6.489	15.351	20.284
Si	9.633	11.854	20.486
Si	12.683	3.554	20.555
Si	14.962	1.27	20.318
Si	11.852	9.783	19.906
Si	15.225	6.412	20.365
Si	12.21	14.751	20.47
Si	14.609	12.611	20.36
Si	8.76	4.107	24.689
Si	2.375	2.484	22.706
Si	15.228	4.848	25.556
Si	0.986	2.499	25.438
Si	15.785	10.76	22.062
Si	5.171	14.88	24.503
Si	8.089	1.463	29.973
Si	3.245	4.078	24.873
Si	2.763	8.254	22.739
Si	10.847	4.609	27.099
Si	7.832	2.303	22.581
Si	10.804	15.867	22.948
Si	13.708	8.364	21.928
Si	2.249	9.45	29.45
Si	12.939	7.145	29.73
Si	7.303	9.463	24.98
Si	5.927	3.897	26.002
Si	1.175	6.453	24.742
Si	13.682	11.794	26.231
Si	2.933	13.728	22.521
Si	7.703	15.581	22.96
Si	9.515	8.389	23.455
Si	12.161	7.432	24.317
Si	9.085	11.378	23.485
Si	10.653	12.48	25.829
Si	11.234	4.633	23.228
Si	16.191	10.562	25.076
Si	2.899	0.018	28.517
Si	10.925	13.591	32.661
Si	5.863	11.696	37.401
Si	9.84	6.47	29.253
Si	16.339	0.288	27.475
Si	5.99	3.585	29.038
Si	5.248	8.633	29.56
Si	12.979	16.36	25.276
Si	6.908	9.717	31.939
Si	13.289	6.664	26.922
Si	5.083	0.812	26.406
Si	4.111	9.795	25.066
Si	7.036	15.59	28.333
Si	15.116	5.53	31
Si	1.623	8.596	26.568
Si	13.067	14.008	30.266
Si	3.973	12.771	26.346
Si	3.378	2.284	30.33
Si	11.011	0.497	29.641
Si	10.406	16.34	34.113
Si	13.436	0.11	28.297
Si	8.258	7.165	31.815
Si	8.856	8.022	36.93
Si	5.586	5.938	30.839
Si	8.003	8.874	28.026
Si	15.248	14.521	25.641
Si	2.775	2.381	33.105
Si	0.926	7.47	31.627
Si	1.363	13.09	25.023
Si	12.676	3.083	25.349
Si	5.23	8.072	33.928
Si	8.302	1.766	33.086
Si	8.403	12.085	33.005
Si	11.65	9.022	36.236
Si	6.042	13.167	34.693
Si	9.8	14.3	28.086
Si	0.672	3.306	31.338
Si	14.507	3.265	32.782
Si	12.634	11.353	29.055
Si	9.733	11.313	28.352
Si	4.002	13.47	32.165
Si	4.111	3.235	35.906
Si	7.624	6.417	34.59
Si	9	3.674	35.147
Si	0.868	9.573	33.766
Si	5.063	15.896	35.858
Si	2.786	15.823	33.732
Si	1.696	11.637	31.458
Si	10.967	10.74	33.603
Si	13.321	16.198	38.644
Si	15.367	13.942	37.728
Si	3.36	6.208	32.605
Si	12.59	0.964	32.429
Si	12.932	9.662	31.601
Si	1.703	2.392	39.24
Si	0.621	15.688	35.757
Si	0.772	6.441	39.378
Si	0.474	4.342	37.202
Si	15.653	13.28	31.907
Si	2.976	8.663	35.853
Si	6.764	2.015	35.544
Si	4.544	13.824	29.032
Si	3.814	6.943	39.921
Si	4.14	9.521	38.401
Si	8.781	11.009	37.67
Si	11.067	9.783	39.144
Si	10.003	2.282	39.134
Si	14.248	3.991	35.897
Si	11.476	4.238	37.026
Si	14.724	15.37	33.738
Si	14.705	10.89	33.815
Si	2.836	0.698	37.26
Si	4.278	12.081	39.812
Si	10.601	16.254	37.2
Si	9.672	7.182	39.722
Si	13.31	6.699	36.889
Si	10.799	13.207	37.28
Si	13.467	13.053	35.449
Si	15.236	1.448	39.934
Si	15.294	11.529	39.638
Si	2.55	5.609	35.578
Si	10.706	13.407	40.305
Si	14.833	8.488	39.174
O	15.705	0.084	40.707
O	3.646	2.066	36.922
O	2.712	2.908	40.411
O	1.699	15.021	34.695
O	15.02	6.654	41.84
O	3.016	12.192	32.213
O	0.596	5.494	40.706
O	3.528	7.576	41.381
O	0.084	11.179	40.671
O	5.459	10.135	37.664
O	3.171	13.112	40.415
O	1.421	14.872	41.247
O	4.614	1.077	41.2
O	7.266	15.906	41.037
O	8.592	2.706	39.894
O	6.81	4.152	41.161
O	4.843	5.708	40.262
O	8.567	7.756	40.761
O	11.747	10.415	40.491
O	6.941	9.766	41.455
O	5.467	11.908	40.913
O	11.227	12.897	38.833
O	9.497	14.486	40.107
O	12.472	16.275	40.042
O	10.987	1.976	40.398
O	14.198	2.395	40.739
O	12.451	4.319	41.307
O	10.354	5.83	40.361
O	10.72	3.473	38.26
O	13.876	8.467	40.499
O	16.338	7.858	39.444
O	14.939	10.115	38.822
O	15.879	12.734	38.692
O	14.076	12.201	40.524
O	12.054	13.943	41.09
O	1.649	3.46	21.633
O	16.326	5.315	20.982
O	5.226	16.298	20.89
O	3.143	1.307	21.865
O	2.071	8.888	21.435
O	0.483	10.872	20.864
O	5.352	5.419	21.076
O	3.793	7.139	22.121
O	1.903	14.735	21.725
O	16.151	0.157	21.03
O	5.564	10.755	20.92
O	3.625	12.633	21.534
O	4.613	4.708	25.46
O	10.022	5.001	28.484
O	6.684	3.412	22.178
O	8.817	2.44	21.279
O	7.67	8.638	20.93
O	3.551	9.427	23.571
O	9.678	7.511	22.072
O	11.669	16.099	24.332
O	9.281	15.418	23.362
O	7.333	14.765	21.594
O	8.89	12.055	21.993
O	10.948	10.87	20.801
O	9.613	4.919	23.508
O	11.694	4.272	21.705
O	10.661	0.739	21.913
O	13.879	2.437	21.088
O	12.881	8.461	23.302
O	14.448	6.93	21.731
O	14.608	5.68	26.837
O	13.485	13.749	20.657
O	11.621	14.79	22.035
O	14.951	12.149	21.926
O	0.692	11.767	25.699
O	9.878	11.347	26.719
O	13.543	11.116	27.716
O	4.91	7.06	29.869
O	2.463	3.065	25.922
O	0.407	1.198	26.206
O	11.597	3.328	24.156
O	2.199	5.237	24.468
O	3.577	3.262	23.499
O	0.09	10.547	23.489
O	14.596	10.762	25.351
O	12.208	12.033	25.576
O	4.136	14.533	23.287
O	6.323	0.181	27.254
O	5.098	13.757	25.69
O	7.215	4.464	25.15
O	5.753	9.544	30.812
O	12.597	8.585	20.772
O	7.968	8.3	24.011
O	16.015	5.939	24.598
O	9.917	12.481	24.374
O	7.712	10.931	24.319
O	8.57	2.62	24.019
O	9.638	4.316	26.043
O	0.359	9.21	25.739
O	12.112	5.918	23.715
O	7.327	0.759	22.722
O	3.345	14.867	28.655
O	0.145	14.137	24.729
O	1.57	7.587	23.642
O	6.71	6.707	31.694
O	1.436	6.99	26.282
O	9.134	6.34	30.725
O	8.962	7.568	28.372
O	5.579	2.293	25.904
O	1.424	9.101	28.089
O	14.501	4.85	32.357
O	4.015	11.364	25.514
O	2.076	12.844	23.588
O	6.081	4.27	27.567
O	7.184	2.481	29.084
O	10.6	7.851	24.573
O	3.006	5.584	34.04
O	13.276	10.74	30.414
O	3.143	8.979	26.097
O	5.681	9.346	25.116
O	6.028	14.39	28.712
O	9.893	9.972	23.267
O	10.605	15.385	29.048
O	6.752	14.928	24.107
O	14.832	9.498	21.767
O	11.922	3.369	26.804
O	6.242	9.224	33.365
O	11.138	10.716	28.938
O	3.692	0.753	27.275
O	14.444	13.232	26.215
O	4.281	12.583	27.952
O	4.771	16.356	25.059
O	3.827	9.256	29.084
O	1.78	2.747	30.235
O	16.33	3.687	25.845
O	4.465	3.054	29.361
O	14.934	0.825	28.187
O	15.896	15.218	26.958
O	2.02	10.972	29.998
O	11.934	14.078	31.466
O	0.742	8.083	33.129
O	1.211	2.101	23.838
O	9.675	1.437	29.548
O	10.578	13.899	26.672
O	6.447	8.64	28.453
O	7.965	1.937	31.519
O	13.149	7.598	25.605
O	6.363	4.752	30.083
O	11.345	6.951	29.582
O	2.161	0.855	33.247
O	14.285	15.506	24.737
O	7.974	9.166	26.43
O	7.864	7.309	35.908
O	8.386	14.986	27.651
O	11.629	0.5	31.173
O	13.136	8.199	30.939
O	13.925	4.073	24.959
O	1.123	10.547	32.503
O	12.232	1.134	28.741
O	11.832	5.9	26.889
O	12.49	12.972	29.157
O	1.606	8.481	30.57
O	3.386	0.723	29.89
O	7.354	11.285	32.037
O	13.817	5.789	30.034
O	5.096	13.226	33.365
O	12.911	15.907	26.854
O	7.566	12.914	34.148
O	9.343	10.914	33.683
O	6.896	1.787	33.922
O	3.669	4.732	36.393
O	11.626	0.933	33.732
O	9.497	12.864	28.857
O	8.227	8.79	31.568
O	8.382	9.597	36.957
O	8.85	7.116	38.302
O	10.372	4.248	35.808
O	13.447	7.617	28.235
O	9.408	13.117	32.194
O	1.266	0.146	28.407
O	16.331	4.526	30.516
O	15.854	6.973	31.17
O	4.439	5.293	31.799
O	1.604	3.457	32.699
O	2.519	13.517	26.102
O	3.192	14.857	32.483
O	4.177	16.206	34.522
O	6.044	6.692	34.279
O	4.043	7.695	32.847
O	7.929	4.874	34.937
O	9.263	2.972	33.68
O	2.941	9.39	37.307
O	5.897	14.526	35.596
O	11.836	9.854	37.669
O	5.726	3.222	35.859
O	5.68	12.005	35.804
O	10.368	8.035	36.352
O	10.181	0.245	35.69
O	8.567	10.246	28.745
O	14.435	0.997	38.577
O	1.993	6.245	31.734
O	15.773	2.515	32.022
O	13.169	2.479	32.262
O	13.988	9.829	32.819
O	13.461	15.38	29.477
O	9.045	0.326	33.308
O	7.447	16.386	29.704
O	1.477	0.566	36.332
O	15.623	16.052	34.954
O	2.281	0.916	38.78
O	14.472	13.435	30.82
O	13.254	1.567	25.285
O	8.647	6.85	33.372
O	1.115	4.852	35.786
O	2.392	6.598	39.189
O	3.637	10.586	39.544
O	7.411	11.853	37.918
O	15.812	14.668	32.744
O	6.203	0.625	36.19
O	4.57	13.488	30.627
O	4.56	8.06	38.986
O	2.058	9.557	34.863
O	11.446	9.876	32.284
O	2.41	7.146	36.083
O	10.757	14.789	33.759
O	11.571	12.272	33.411
O	13.865	16.396	32.802
O	12.051	13.186	36.244
O	14.211	14.828	38.483
O	12.234	16.32	37.416
O	13.656	14.269	34.356
O	12.82	3.437	36.505
O	3.476	2.864	34.464
O	3.868	2.366	31.883
O	14.514	3.337	34.428
O	4.502	8.62	35.279
O	15.274	12.135	32.973
O	1.57	3.427	37.987
O	0.179	2.311	39.772
O	0.141	5.65	38.106
O	15.918	10.071	34.537
O	13.686	11.529	34.906
O	1.555	9.368	41.649
O	8.232	2.54	36.089
O	3.934	15.875	37.084
O	10.12	14.693	37.32
O	9.745	12.037	36.816
O	10.908	8.205	39.493
O	11.453	10.017	34.974
O	4.905	12.618	38.378
O	9.602	10.531	39.006
O	0.64	12.854	31.183
O	12.867	7.97	35.946
O	9.867	0.898	38.236
O	15.496	3.537	36.864
O	14.198	5.652	35.972
O	12.017	5.765	37.406
O	14.694	13.199	36.478
O	14.127	7.459	38.093
O	0.225	14.798	37.093
O	10.047	12.245	41.27
Si	0.002	16.332	5.31
Si	2.754	2.643	5.353
Si	0.021	5.344	5.355
Si	2.765	8.126	5.408
Si	0.025	10.891	5.463
Si	2.729	13.661	5.41
Si	5.46	16.394	5.437
Si	8.218	2.68	5.339
Si	5.502	5.407	5.396
Si	8.231	8.128	5.405
Si	5.517	10.888	5.431
Si	8.203	13.652	5.396
Si	10.951	16.332	5.339
Si	13.678	2.63	5.265
Si	10.918	5.394	5.333
Si	13.648	8.122	5.449
Si	10.989	10.851	5.462
Si	13.638	13.636	5.338
Si	1.353	1.297	6.711
Si	4.102	4.032	6.728
Si	1.359	6.748	6.735
Si	4.118	9.513	6.772
Si	1.378	12.284	6.788
Si	4.084	15.019	6.777
Si	6.848	1.354	6.752
Si	9.563	4.04	6.721
Si	6.845	6.78	6.769
Si	9.576	9.498	6.788
Si	6.86	12.273	6.785
Si	9.578	15.004	6.751
Si	12.315	1.307	6.693
Si	15.017	3.993	6.695
Si	12.264	6.74	6.755
Si	15.028	9.508	6.781
Si	12.328	12.269	6.776
Si	15.024	14.99	6.706
Si	16.382	2.656	8.09
Si	2.699	16.364	8.126
Si	16.39	8.116	8.112
Si	2.724	5.39	8.104
Si	16.374	13.636	8.116
Si	2.732	10.882	8.128
Si	5.457	2.686	8.117
Si	8.198	16.369	8.108
Si	5.467	8.137	8.138
Si	8.201	5.396	8.114
Si	5.451	13.631	8.125
Si	8.206	10.881	8.144
Si	10.937	2.67	8.075
Si	13.659	16.35	8.091
Si	10.922	8.114	8.14
Si	13.655	5.37	8.086
Si	10.926	13.623	8.123
Si	13.667	10.882	8.138
Si	1.334	4.036	9.469
Si	4.075	1.326	9.478
Si	1.341	9.506	9.472
Si	4.073	6.768	9.483
Si	1.329	15	9.487
Si	4.081	12.261	9.492
Si	6.813	4.053	9.478
Si	9.558	1.334	9.465
Si	6.818	9.519	9.502
Si	9.544	6.761	9.498
Si	6.815	15.009	9.479
Si	9.558	12.262	9.505
Si	12.277	4.034	9.468
Si	15.009	1.312	9.478
Si	12.28	9.507	9.486
Si	15.002	6.755	9.467
Si	12.284	14.999	9.479
Si	15.021	12.259	9.489

Results
total energy: -154803.839 eV
total energy less fixed offsets of O -438.35, Si -107.03 eV per atom: 11.701 eV

Forces (eV/angstrom) on atoms 280 to 563 of the 654, counted in the order above; the others are left out for length: element, x, y, z
Si	0.104	-0.014	0.03
Si	-0.014	0.096	0.429
Si	0.059	-0.047	-0.273
Si	-0.013	-0.075	-0.268
Si	0.091	0.113	0.142
Si	-0.077	0.089	0.232
Si	0.142	0.103	0.231
Si	0.228	0.086	0.233
Si	0.138	-0.043	0.308
Si	-0.095	-0.047	0.175
Si	0.011	-0.051	0.242
Si	0.014	-0.074	-0.048
Si	-0.031	-0.07	0.23
Si	-0.095	-0.011	-0.367
Si	0.047	0.057	-0.073
Si	0.056	0.122	0.241
Si	-0.017	0.027	0.13
Si	-0.186	0.156	0.026
Si	0.005	-0.063	-0.289
Si	-0.074	-0.046	0.236
Si	-0.252	-0.061	0.026
Si	-0.217	0.014	-0.009
Si	0.035	-0.034	0.12
Si	0.011	-0.085	0.22
Si	-0.066	-0.067	0.153
Si	-0.134	-0.091	-0.265
Si	-0.076	0.142	0.098
Si	0.1	0.112	-0.032
Si	-0.143	-0.034	-0.051
Si	-0.049	0.204	-0.229
Si	0.052	0.183	-0.079
Si	-0.018	0.172	0.276
Si	0.266	0.093	-0.049
Si	0.013	-0.017	0.436
Si	-0.022	0.041	0.212
Si	-0.015	0.006	0.02
Si	-0.152	-0.078	-0.083
Si	0.144	-0.148	-0.008
Si	-0.182	0.024	0.134
Si	0.095	-0.136	-0.028
Si	-0.117	-0.078	-0.117
Si	0.003	0.154	0.316
Si	-0.106	-0.053	0.188
Si	0.147	-0.109	-0.079
Si	-0.208	0.13	0.251
Si	0.044	-0.37	-0.163
Si	0.068	-0.264	-0.064
O	0.072	0.061	-0.4
O	0.338	-0.145	-0.021
O	0.313	-0.066	0.169
O	0.171	0.043	-0.111
O	0.13	0.173	-0.056
O	-0.14	0.014	-0.081
O	0.063	-0.328	0.029
O	-0.106	0.149	0.008
O	-0.007	0.298	0.299
O	0.063	0.019	-0.072
O	-0.086	-0.053	0.023
O	-0.092	0.102	0.393
O	-0.217	0.348	0.226
O	0.064	-0.307	-0.238
O	-0.068	0.052	0.164
O	0.105	0.004	-0.095
O	0.282	0.076	-0.196
O	-0.163	0.13	-0.003
O	-0.053	0.09	0.391
O	-0.189	-0.191	0.71
O	0.037	-0.033	0.176
O	-0.059	0.042	0.317
O	0.036	-0.053	-0.46
O	-0.162	-0.074	0.413
O	0.351	-0.025	0.285
O	-0.055	-0.275	-0.165
O	0.074	-0.212	0.227
O	-0.112	-0.263	-0.109
O	-0.139	0.093	0.041
O	-0.356	-0.024	0.344
O	-0.019	0.158	0.288
O	0.021	0.138	0.168
O	0.225	-0.109	-0.255
O	-0.071	0.438	0.015
O	-0.016	-0.004	0.054
O	-0.127	0.043	-0.097
O	-0.154	-0.061	-0.246
O	0.126	0.004	-0.098
O	0.248	-0.302	0.004
O	-0.319	-0.064	-0.126
O	0	-0.205	-0.101
O	0.133	-0.173	-0.029
O	-0.105	0.051	0.01
O	-0.191	0.1	-0.013
O	-0.186	0.311	-0.529
O	-0.106	0.001	-0.811
O	-0.182	0.14	-0.016
O	-0.01	-0.2	-0.002
O	-0.226	0.032	0.242
O	-0.142	0.075	0.014
O	-0.032	0.13	-0.128
O	0.237	-0.113	-0.423
O	-0.018	-0.013	-0.265
O	-0.207	0.018	-0.229
O	-0.205	-0.105	-0.16
O	0.183	-0.134	0.086
O	0.174	0.099	0.066
O	0.014	-0.079	-0.441
O	-0.208	-0.296	-0.061
O	0.018	0.113	-0.052
O	0.269	-0.118	-0.087
O	0.04	0.347	-0.336
O	-0.1	-0.019	-0.28
O	0.347	0.173	-0.239
O	-0.178	0.033	-0.039
O	-0.04	0.027	0.369
O	0.268	0.086	-0.136
O	-0.007	-0.159	0.022
O	0.063	-0.283	0.207
O	-0.035	0.129	0.227
O	0.089	0.048	0.032
O	0.022	-0.231	0.38
O	-0.133	-0.065	-0.057
O	0.128	0.042	-0.165
O	0.181	-0.124	0.022
O	0.062	-0.035	-0.276
O	0.093	-0.155	0.002
O	0.146	-0.22	0.06
O	0.037	-0.12	-0.22
O	0.128	-0.064	0.179
O	-0.021	0.177	-0.254
O	-0.115	0.019	-0.228
O	0.147	-0.132	0.157
O	0.29	0.038	0.232
O	-0.07	-0.087	-0.045
O	-0.233	0.301	-0.046
O	0.163	-0.166	0.187
O	-0.094	-0.075	-0.094
O	0.003	0.116	-0.159
O	-0.079	0.04	0.05
O	-0.234	0.184	-0.002
O	-0.216	-0.174	-0.105
O	0.015	0.013	0.193
O	-0.325	0.131	-0.312
O	0.333	-0.28	-0.159
O	0.119	0.206	0.233
O	-0.217	-0.05	0.047
O	0.101	0.031	0.007
O	-0.163	0.33	-0.266
O	-0.133	0.036	-0.019
O	0.18	0.177	-0.055
O	0.035	-0.305	-0.021
O	0.108	0.027	-0.102
O	-0.242	-0.035	-0.105
O	0.083	0.166	0.228
O	0.203	0.197	0.098
O	-0.036	-0.035	0.197
O	-0.15	-0.248	-0.044
O	-0.202	0.101	0.23
O	0.048	-0.095	-0.196
O	-0.178	0.176	0.103
O	-0.092	-0.269	-0.33
O	0.048	0.071	0.154
O	0.182	-0.162	-0.137
O	0.044	-0.194	-0.017
O	0.192	-0.126	-0.029
O	0.406	0.142	0.012
O	-0.134	-0.089	0.151
O	0.178	0.194	0.039
O	0.228	-0.062	0.157
O	0.03	-0.138	0.063
O	-0.024	0.122	-0.249
O	-0.036	-0.151	0.297
O	-0.246	0.244	0.288
O	-0.102	0.163	0.336
O	-0.01	-0.095	0.227
O	-0.03	0.096	-0.163
O	0.148	-0.072	-0.117
O	-0.055	-0.081	0.069
O	-0.049	-0.177	-0.048
O	-0.212	0.121	0.117
O	-0.028	0.256	-0.034
O	-0.112	-0.196	0.078
O	0.163	0.094	0.157
O	0.106	0.225	0.123
O	0.039	-0.068	0.057
O	-0.092	-0.011	-0.137
O	-0.049	0.223	0.198
O	0.197	0.307	0.261
O	-0.143	-0.175	-0.087
O	-0.203	0.242	-0.163
O	0.111	0.076	0.077
O	0.118	0.163	0.215
O	0.184	-0.089	0.044
O	-0.393	0.011	-0.096
O	-0.153	0.07	0.119
O	-0.017	-0.21	0.157
O	-0.144	0.019	-0.094
O	-0.162	-0.088	-0.086
O	-0.168	0.052	-0.156
O	0.287	-0.073	0.269
O	-0.113	0.149	-0.296
O	-0.157	0.003	-0.133
O	-0.147	-0.035	0.056
O	-0.121	-0.041	-0.086
O	-0.29	0.252	-0.238
O	0.07	-0.195	0.129
O	0.166	-0.065	0.284
O	-0.21	-0.115	-0.445
O	0.173	0.028	-0.096
O	0.017	0.101	-0.326
O	-0.259	-0.396	0.294
O	0.255	-0.088	-0.297
O	-0.18	0.163	0
O	0.137	0.066	-0.001
O	0.139	-0.185	0.03
O	-0.011	0.187	0.091
O	-0.179	0.086	0.375
O	-0.113	0.102	0.146
O	-0.12	-0.112	-0.227
O	0.136	-0.282	0.074
O	-0.21	0.133	-0.309
O	-0.123	-0.052	0.359
O	-0.113	0.09	-0.079
O	0.148	0.165	0.407
O	-0.104	-0.037	0.164
O	-0.029	0.157	-0.137
O	0.014	-0.037	-0.102
O	0.07	0.035	0.064
O	-0.05	-0.036	-0.114
O	-0.214	0.079	-0.373
O	0.045	0.295	-0.109
O	0.069	-0.301	0.042
O	-0.265	-0.037	-0.343
O	0.003	-0.103	-0.349
O	-0.046	0.104	-0.114
O	-0.167	0.008	-0.165
O	0.015	0.044	0.265
O	0.046	0.024	0.208
O	0.058	0.278	0.118
O	-0.041	0.015	-0.214
O	-0.095	-0.154	-0.108
O	-0.332	0.326	-0.051
O	-0.133	0.131	0.313
O	0.094	0.34	0.149
O	-0.124	-0.16	0.064
O	0.092	-0.116	-0.08
O	-0.23	-0.036	0.133
O	0.285	-0.243	-0.212
O	0.124	-0.095	0.271
O	0.043	0.069	0.083
O	-0.092	0.09	0.26
O	-0.07	0.204	-0.214
O	-0.033	0.149	-0.095
O	0.073	0.113	-0.052
O	-0.026	-0.225	-0.18
O	-0.086	-0.176	0.037
O	-0.07	-0.088	-0.249
O	0.032	0.263	-0.139
O	0.127	-0.296	-0.004
O	0.064	0.045	0.109
O	0.107	0.256	-0.126
O	0.069	0.156	-0.357
O	0.108	-0.055	0.141
O	0.073	0.064	0.017
O	-0.018	-0.148	0.145
O	-0.191	0.241	-0.234
O	0.008	0.075	-0.168
O	-0.122	0.025	-0.137
O	0.155	-0.191	0.211
O	0.04	0.134	0.056
O	-0.188	0.112	-0.059
O	-0.049	-0.199	-0.237
O	-0.273	0.042	0.323
O	0.011	0.001	0.216
O	0.071	0.021	0.042
O	-0.121	-0.319	-0.242
O	0.124	0.005	-0.238
O	-0.001	0.172	-0.128
O	0.168	-0.241	-0.331
O	0.355	0.106	-0.309
O	0.323	-0.012	0.148
O	0.022	-0.173	-0.119
O	-0.095	0.135	0.295
O	0.144	-0.05	0.007
O	-0.156	0.108	0.164
O	-0.302	-0.124	-0.123
